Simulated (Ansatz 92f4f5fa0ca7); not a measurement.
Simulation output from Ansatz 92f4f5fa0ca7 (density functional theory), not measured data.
Periodic cell of 414 atoms, Si266O148, from a study of silicon, its oxide and their interface. The atomic structure is a simulated model.
Doubt: the cutoff is far below the 930 eV that the study's wrapper takes by default for these files, so forces and energies are approximate.
This geometry differs little from another in the collection (a relaxation step or a small displacement).

Settings: functional PBE; potential files Ansatz PAW; basis plane waves; wave-function cutoff 580 eV; density cutoff ratio 5; exchange-correlation grid ratio 1; k mesh 1 x 1 x 1, Gamma-centred; self-consistency stop 5e-08 eV per atom in the density residual; occupations fixed; spin none; net charge 0.

Cell vectors (angstrom)
a 15.4687 0 0
b 0 12.8259 0
c 0 0 36.5304

Atoms and the computed forces on them: element, x, y, z (angstrom), force x, y, z (eV/angstrom)
Si 0.002 1.158 33.8119 -0.003 -0.0004 -0.0001
Si 3.8546 1.1617 33.8235 -0.0004 -0.0004 -0.0003
Si 7.6541 1.1424 33.9114 0.0015 -0.0006 -0.0001
Si 11.6361 1.1783 33.8237 0.0001 0.0004 -0.0023
Si 1.9611 7.5946 33.8043 -0.0008 -0.0009 -0.0002
Si 5.7353 7.5856 33.8685 -0.001 -0.0009 0.0006
Si 9.7225 7.5809 33.883 0.0003 0 0.0004
Si 13.5606 7.5633 33.852 0.0026 -0.001 0.0004
Si 1.9336 5.247 34.2635 0.0186 0.1253 0.31
Si 5.8008 5.247 34.2635 0.0062 -0.0426 0.0942
Si 9.6679 5.247 34.2635 -0.0355 0.0716 0.1339
Si 13.5351 5.247 34.2635 0.2322 -0.1532 -0.3006
Si 0 11.6599 34.2635 0.1631 0.0555 -0.5012
Si 3.8672 11.6599 34.2635 -0.1173 -0.1213 -0.223
Si 7.7343 11.6599 34.2635 -0.0837 0.0541 0.2934
Si 11.6015 11.6599 34.2635 0.2828 -0.1152 0.295
Si 0 4.664 35.5003 -0.0167 -0.0397 -0.0063
Si 3.8672 4.664 35.5003 -0.0211 0.1468 0.0556
Si 7.7343 4.664 35.5003 -0.0359 0.0495 0.0401
Si 11.6015 4.664 35.5003 -0.0324 -0.0312 -0.1081
Si 1.9336 11.0769 35.5003 0.0277 -0.0498 -0.0558
Si 5.8008 11.0769 35.5003 -0.004 -0.0987 -0.0784
Si 9.6679 11.0769 35.5003 0.0097 0.0167 -0.0226
Si 13.5351 11.0769 35.5003 -0.072 0.0331 0.0275
Si 0 2.332 35.9125 -0.0421 0.017 -0.2136
Si 3.8672 2.332 35.9125 -0.0362 -0.0372 -0.1729
Si 7.7343 2.332 35.9125 -0.2272 0.1213 0.307
Si 11.6015 2.332 35.9125 0.233 -0.1397 -0.0881
Si 1.9336 8.745 35.9125 0.2287 -0.0644 -0.1757
Si 5.8008 8.745 35.9125 -0.3381 0.0241 0.1947
Si 9.6679 8.745 35.9125 0.2531 0.0469 0.2346
Si 13.5351 8.745 35.9125 -0.0707 -0.0103 -0.0348
Si 1.9336 1.749 0.6188 0.0733 -0.0846 -0.0537
Si 5.8008 1.749 0.6188 0.0202 0.0316 0.0424
Si 9.6679 1.749 0.6188 -0.0076 -0.0351 -0.0746
Si 13.5351 1.749 0.6188 -0.0676 0.0453 0.0106
Si 0 8.162 0.6188 -0.054 -0.0651 -0.0924
Si 3.8672 8.162 0.6188 -0.0217 0.0398 0.0823
Si 7.7343 8.162 0.6188 0.0249 -0.0398 -0.0861
Si 11.6015 8.162 0.6188 -0.0339 0.0602 0.0228
Si 0 5.83 1.031 0.0008 0.0398 0.0729
Si 3.8672 5.83 1.031 0.0423 -0.1557 -0.1354
Si 7.7343 5.83 1.031 0.0351 0.0285 0.0504
Si 11.6015 5.83 1.031 0.029 0.0182 0.0337
Si 1.9336 12.2429 1.031 -0.035 0.0892 0.1113
Si 5.8008 12.2429 1.031 0.013 -0.0054 -0.0017
Si 9.6679 12.2429 1.031 -0.003 -0.0281 -0.0091
Si 13.5351 12.2429 1.031 0.0639 0.0112 0.0489
Si 1.9336 5.247 2.2678 0.2122 -0.0601 -0.3734
Si 5.8008 5.247 2.2678 -0.3058 0.0113 -0.1512
Si 9.6679 5.247 2.2678 0.025 -0.0088 -0.1191
Si 13.5351 5.247 2.2678 -0.1397 0.035 0.2021
Si 0 11.6599 2.2678 0.0517 0.1535 0.4957
Si 3.8672 11.6599 2.2678 0.0919 0.0677 0.4709
Si 7.7343 11.6599 2.2678 -0.1126 -0.1121 -0.3455
Si 11.6015 11.6599 2.2678 -0.0098 -0.0357 -0.1024
Si 1.9336 2.915 2.68 -0.097 0.0575 0.147
Si 5.8008 2.915 2.68 -0.0283 0.112 0.1129
Si 9.6679 2.915 2.68 -0.0229 0.0642 0.0066
Si 13.5351 2.915 2.68 0.0976 0.0011 -0.0283
Si 0 9.328 2.68 0.0751 -0.0549 0.0175
Si 3.8672 9.328 2.68 0.0183 0.015 -0.0143
Si 7.7343 9.328 2.68 0.0002 -0.0975 -0.0946
Si 11.6015 9.328 2.68 0.0509 -0.0251 0.0052
Si 0.14 4.7115 30.9378 -0.0009 -0.0019 0.0003
Si 3.8831 1.181 29.2321 -0.0056 0.002 -0.0027
Si 11.9707 4.6105 26.1826 -0.0004 0.0049 -0.0019
Si 6.3403 -2.0937 24.7711 -0.0001 -0.001 -0.0002
Si -4.0214 1.0497 22.7869 -0.0055 0.0039 0.0006
Si 5.4088 4.0567 27.6675 -0.0006 0.002 0.0094
Si 8.589 1.1293 26.1313 -0.0007 -0.0027 0.0021
Si 9.3882 6.5671 26.0361 -0.0006 0.0027 0.0033
Si 4.4218 5.8111 25.2139 0 -0.0013 0.0015
Si 1.877 3.226 23.5455 0.0034 -0.0006 -0.0018
Si 11.5739 4.252 30.9034 -0.0006 -0.0011 0.0001
Si 7.447 3.2549 18.7099 0.0023 -0.0016 0.0015
Si 4.011 11.4111 20.0764 0.0007 -0.0008 0.0015
Si 4.3115 10.7739 27.3502 -0.0024 0.0006 -0.0049
Si 2.1994 9.704 28.5526 0.0033 0.001 0.0052
Si 13.1391 9.8491 29.0337 0.0007 0.0008 -0.0019
Si 3.3639 0.1583 27.1205 0.0024 0.0052 0.0017
Si 8.3496 -1.2849 25.985 0.0054 -0.0019 -0.0025
Si 8.0841 -1.6986 28.2924 -0.0005 0.0032 0.0032
Si 6.0506 -2.7942 28.8759 0.0022 -0.0002 0.0027
Si 1.9251 13.3896 30.4167 0.0017 -0.0023 -0.0018
Si 13.5184 7.5151 29.4545 0.0018 0.0018 0.0016
Si 15.5012 14.0574 21.8939 0.0031 0.0013 0.002
Si 14.0193 6.4057 27.4408 0.0021 0.0025 -0.0022
Si 0.168 1.4666 29.0026 0.0056 -0.0009 0.001
Si 5.8042 0.5373 30.5086 0.0013 -0.0034 0.0019
Si 9.8579 -1.7873 31.2009 -0.0073 -0.0026 -0.0087
Si 9.7584 0.5304 30.8715 -0.0044 0.0041 -0.0031
Si 1.9179 7.3697 29.1246 -0.0041 -0.0032 0.0003
Si 4.0008 6.9452 30.3026 0.0044 0.001 -0.0007
Si 7.7579 7.1339 30.8984 -0.0095 -0.0065 0.0017
Si 10.3906 9.4162 24.8239 0.0026 -0.0008 -0.0022
Si 1.9927 5.8042 25.4005 -0.0006 0.0009 -0.0012
Si 3.518 3.4961 29.0625 0.0045 -0.003 -0.0029
Si 8.9542 2.1885 28.2819 -0.0019 0 0.0094
Si 13.4489 0.8957 30.2083 -0.004 0.0006 0.0043
Si 0.0658 7.0622 30.6189 0.0008 0.0008 -0.0037
Si 6.1812 7.6362 29.2195 -0.0022 -0.0024 0.0015
Si 9.9945 9.9196 29.1544 0.0106 -0.0004 -0.0047
Si 11.5769 6.6668 30.4916 -0.0037 0.0017 -0.0028
Si 1.0521 3.7735 28.893 -0.0005 0.0001 0.0001
Si 3.9241 4.6786 31.0325 -0.0023 0.0008 0.0003
Si 7.7342 4.7558 31.0215 -0.0008 0.0046 -0.0046
Si 7.6463 4.2673 28.6953 -0.0059 -0.0012 -0.0013
Si 1.9759 10.9843 30.7139 -0.0023 0.0036 -0.0005
Si 5.7781 11.0536 30.998 -0.0006 0.0021 -0.0008
Si 7.899 13.263 29.4526 0.0024 0.0002 -0.004
Si 13.496 11.2749 30.8789 0.0023 0.0009 -0.0025
Si 1.9822 4.0953 32.2476 0.0005 0.0001 0.0011
Si 5.8404 4.0636 32.2216 0 -0.0014 0.0014
Si 9.6458 4.0459 32.2398 0.0013 0.0001 0.004
Si 13.601 4.0671 32.1461 0.0015 0 0.0001
Si 0.0137 10.5799 32.0773 0.0011 -0.0015 -0.0018
Si 3.8213 10.4825 32.1634 0.0023 -0.0023 -0.0009
Si 7.7572 10.5337 32.2193 -0.0022 -0.0006 0.0009
Si 11.7713 10.403 32.2863 0.0062 -0.0003 0.002
Si 1.9352 1.715 32.5425 0.0013 0.0007 -0.0016
Si 5.7919 1.7269 32.576 0.0001 0.0009 -0.001
Si 9.5927 1.7672 32.8072 -0.0031 0.001 0.0045
Si 13.5627 1.7477 32.4948 0.0035 -0.0002 -0.0006
Si 0.0074 8.2458 32.6275 -0.0003 0.0011 0.0007
Si 3.8808 8.1345 32.4601 -0.0002 0.0021 -0.0017
Si 7.727 8.2703 32.8634 0.0017 0.0016 0.0012
Si 11.6486 7.9968 32.5465 -0.002 -0.0039 -0.0003
Si 0 2.332 3.9167 -0.1868 -0.1876 -0.6756
Si 3.8672 2.332 3.9167 0.1832 0.0529 0.6871
Si 7.7343 2.332 3.9167 0.1111 -0.0587 -0.1279
Si 11.6015 2.332 3.9167 -0.0495 0.096 0.2182
Si 1.9336 8.745 3.9167 -0.0737 -0.0835 0.202
Si 5.8008 8.745 3.9167 -0.1049 -0.0847 -0.4374
Si 9.6679 8.745 3.9167 -0.0791 0.1042 -0.2186
Si 13.5351 8.745 3.9167 -0.1999 0.1153 0.154
Si 1.9742 6.3589 4.3093 -0.0003 -0.0002 0.0002
Si 5.6917 6.3982 4.3171 0.0012 -0.001 0.0001
Si 9.6329 6.426 4.3102 -0.0016 0.0026 0.0018
Si 13.484 6.4262 4.3598 -0.0016 0.0004 0.0024
Si -0.0172 12.8503 4.4009 -0.0041 -0.0008 -0.0023
Si 3.9117 12.8534 4.4039 0.0004 0.0011 -0.0002
Si 7.7375 12.8343 4.2723 0.0007 -0.0001 -0.0011
Si 11.6 12.8285 4.3169 0.001 -0.0015 -0.0001
Si 0.0132 5.8308 5.4776 0.001 -0.0036 0.0026
Si 3.8459 5.7544 5.7056 0.0012 -0.0023 -0.0005
Si 7.6443 5.788 5.4097 0.0012 -0.0035 0.0016
Si 11.5106 5.8464 5.6135 0.0019 -0.002 -0.0015
Si 1.949 12.3978 5.6824 0.0043 0.0026 0.0045
Si 5.9164 12.3284 5.6667 -0.0022 -0.0006 0.0022
Si 9.6437 12.2551 5.4955 0.0013 -0.0014 0.0004
Si 13.4666 12.2489 5.6274 0.0006 0.0006 -0.003
Si -0.1817 3.4967 5.8722 0.0003 0.002 -0.0016
Si 4.0723 3.3304 6.1831 0.0038 0.0006 0.0007
Si 7.7971 3.5256 5.9457 -0.005 0.0035 -0.0006
Si 11.514 3.5314 6.0051 0.0001 0.001 -0.0007
Si 1.8378 10.0841 5.9156 0.0018 -0.0023 -0.0006
Si 5.8054 9.9881 5.8726 0.004 -0.0002 -0.0037
Si 9.6011 9.9151 5.9542 0.0039 0.0016 -0.005
Si 13.4314 9.8918 6.0169 -0.0024 0.0007 -0.0001
Si 3.0346 2.4042 8.1302 0.0006 0.0005 -0.0045
Si 6.0852 2.8319 7.3799 0.006 -0.0012 -0.0015
Si 9.1798 6.4568 8.8929 0.0127 -0.0078 0.0055
Si 15.3981 0.6789 8.7686 -0.008 0.0025 0.0002
Si -0.0718 9.3898 7.2031 0.0029 -0.0044 0.0032
Si 3.8336 9.5601 6.9924 -0.0022 0.0011 0.0011
Si 12.0074 3.8681 21.3661 -0.0058 0.0067 0.0081
Si 18.6614 7.2964 7.4091 -0.0055 0.0064 -0.0023
Si -0.8968 7.4686 10.4178 0.0018 0.0006 -0.0117
Si 0.3252 5.9604 9.1622 -0.0046 -0.0037 0.0135
Si 7.6406 9.2465 7.0945 -0.0061 -0.0083 0.0083
Si 9.6286 2.9911 7.2575 -0.0015 0.0003 0.0024
Si 3.9692 11.1904 8.7524 -0.0003 0.0018 -0.003
Si 6.783 13.3285 7.738 -0.0008 0.0021 0.0013
Si 9.2582 13.4919 7.4638 -0.0016 -0.0003 0.0011
Si 14.623 15.0176 10.555 -0.0035 -0.0076 0.0083
Si 6.0636 6.4927 9.29 0.0026 0.0021 0.0049
Si 7.7507 7.7392 10.358 -0.0037 0.0049 -0.0057
Si 12.5865 6.3575 10.4146 0.0001 -0.0098 -0.0023
Si 14.7782 3.8952 8.9781 0.0078 -0.0001 -0.0052
Si 0.3897 17.9849 18.8564 0.0017 0.003 0.0009
Si 2.3047 18.525 10.4647 -0.0137 0.0004 0.0101
Si 11.122 12.7877 8.7939 0.0004 0.0015 -0.0001
Si 13.4241 15.8032 7.2148 0.0008 -0.0001 -0.0036
Si 1.589 2.1648 12.615 -0.0033 0.0063 0.0026
Si 0.8039 10.1317 11.7958 -0.0039 -0.0068 -0.0061
Si 7.8612 7.4986 12.6934 0.0009 0.0024 0.0022
Si 11.4729 9.241 7.2339 0.0017 -0.0018 -0.0067
Si 2.297 12.9076 8.0495 0.0075 -0.0077 -0.0037
Si 6.1608 11.867 9.586 -0.0019 0.0006 0.0014
Si 3.0055 9.5891 10.1168 -0.0116 0.0172 -0.0036
Si 11.1778 6.945 7.7075 0.0035 -0.0044 0.0108
Si 3.3934 3.5084 10.279 0.0093 -0.0027 0.0161
Si 7.435 6.9175 7.4033 -0.0043 0.0118 -0.0138
Si 6.2884 4.0899 9.436 0.0104 -0.0097 0.0027
Si 11.9768 3.4824 11.2712 0.0025 -0.0005 -0.0022
Si 9.4534 14.3917 14.184 0.0016 -0.0003 -0.0002
Si 9.9816 12.8655 11.6614 0.0025 -0.0009 0.0015
Si 10.9736 10.4817 9.1627 -0.0004 0.0061 0.0117
Si 16.2447 7.1611 7.2414 0.0024 0.0041 -0.004
Si 3.8709 7.2787 9.689 -0.002 -0.0107 -0.0005
Si 9.3438 4.0797 9.394 -0.0004 0.0022 0.0028
Si 5.0041 0.9501 16.0037 0.006 -0.0002 0.0009
Si 13.2578 0.618 7.6758 0.0022 0.0005 0.0048
Si 3.9841 10.0342 14.8357 0.0005 0.0003 0.0003
Si 7.7727 9.952 9.3335 0.0018 -0.0038 -0.0009
Si 13.7535 13.7633 15.3765 0.0006 -0.001 -0.0059
Si 16.2659 2.6387 7.7393 -0.004 0.0038 0.003
O 13.9906 21.1939 20.0757 -0.0069 0.0116 0.0061
O -12.4673 21.1228 17.3735 0.0026 0.0014 0.0006
O -2.5321 4.9204 22.1571 -0.0042 -0.004 -0.0003
O 30.4448 19.3057 18.3552 0.0001 0.0005 -0.0002
O 14.0402 -14.9501 21.6204 -0.0018 -0.0013 -0.0044
O -6.7502 -0.3372 17.2855 0.0001 0.0013 0.0004
O -29.4436 0.5112 21.6363 -0.0007 0.0013 -0.0015
O 7.7936 14.7415 21.7021 -0.0007 0.0014 0
O -0.7148 14.6438 20.5277 -0.0008 -0.0009 -0.0025
O 16.4793 8.6968 12.5676 -0.0067 -0.0226 -0.0073
O 16.4708 18.4891 20.3095 -0.0004 -0.0007 -0.0013
O 32.3811 -0.8159 15.2165 -0.0007 -0.0006 0.0007
O -8.4009 17.4297 17.8942 0.0004 0.0047 -0.0026
O -0.411 6.7667 13.5434 0.0116 0.007 -0.0082
O 10.624 27.3384 17.9348 0.0037 -0.0012 0.0008
O -4.8818 4.5842 21.1294 0.0084 -0.0015 -0.002
O 14.809 5.9139 23.5995 -0.001 0.0001 0.0001
O 5.3223 19.9284 24.7358 0.001 0.0015 -0.0003
O 11.961 12.5595 18.8418 0.0024 -0.0014 -0.0033
O 3.4167 25.6169 23.5728 0 0.0019 -0.001
O 1.4922 17.3016 24.5326 0.0005 0.0051 0.0024
O 27.5404 4.443 15.3222 0.0019 0.0021 -0.0002
O 5.4463 3.2093 22.0765 0.0005 -0.0003 -0.0001
O 4.7781 -20.0136 21.5199 0.0008 0.0008 -0.0002
O 7.3781 -7.4218 15.4171 0.0009 0.0004 0.0011
O 10.5666 24.322 12.3265 0.0016 0.0016 -0.0003
O 11.2877 6.8543 11.2906 0.0012 -0.0009 -0.0005
O 8.7047 16.4029 19.6866 0.003 0.0064 0.0005
O -15.3692 -10.6615 11.9173 0.0001 0.0001 -0.0036
O -9.2313 2.6263 19.6304 -0.0004 0.0007 0.0003
O 23.467 2.0834 17.7127 0.0017 -0.0006 0
O 14.2414 10.2778 27.8677 0.0028 0.0004 0.0019
O 10.0353 9.6019 23.2369 0.0002 0.0007 0.0007
O -12.6237 29.4597 22.3257 -0.0011 0.0001 0.0006
O 28.1446 16.3915 19.9306 -0.0009 0.0006 -0.0017
O 12.2682 -2.5906 19.757 0.0213 -0.023 0.0119
O 24.512 0.5665 19.73 0.0001 0 0.0003
O 6.26 16.758 13.2726 0.0003 0.0009 -0.0013
O 27.5054 9.3037 25.022 -0.0017 0.001 0.0003
O 12.6179 13.578 16.5212 0.0002 0.0005 0.004
Si 23.1067 18.6867 16.9687 0.0016 -0.0024 -0.0004
Si 2.3126 -0.6119 22.5178 0.0025 -0.0008 0.0019
Si 0.1698 7.3288 23.5895 -0.0011 0.0022 -0.0023
Si 9.6048 7.5847 29.5505 0.0115 0 -0.0064
Si 8.1497 6.5271 28.0185 -0.0012 0.0018 0.0032
Si 6.2486 18.1157 14.2155 -0.0033 0.0023 -0.0013
Si 2.6444 -0.268 14.2504 0.002 -0.0014 -0.0011
Si 2.5437 7.7283 15.8975 -0.0027 0.0018 -0.0011
Si 15.8047 -2.1929 27.4378 -0.0093 -0.0045 -0.0073
Si 19.2453 0.9893 24.8124 0.0013 -0.0032 0.002
Si 6.5629 2.1872 25.4503 -0.0052 0.0037 -0.0032
Si 12.2654 18.878 15.3416 0.0018 -0.0036 -0.0004
Si 13.1505 22.349 20.874 -0.016 0.0137 -0.0221
Si 16.1347 12.4443 16.5931 0.0028 0.0044 -0.0011
Si 23.9381 6.3917 22.0346 0.0014 0.0008 0.0013
Si -1.0277 -2.3492 16.7862 -0.0062 -0.0065 0.0017
Si 15.3279 6.2282 15.0423 0.0016 0.0002 -0.0018
Si 6.1956 24.8628 21.8668 0.0008 0.0003 -0.0007
Si 24.6128 0.9907 18.1637 -0.0017 0.0019 0.0006
Si 22.0811 2.4117 13.7655 0.0044 -0.0033 -0.0014
Si 9.5515 17.7522 19.9379 0.0033 -0.0041 0.0029
Si 23.3162 -0.5481 15.9145 0.0026 0.0018 -0.0014
Si 15.0435 20.8928 18.8513 0.0012 0.0018 0.0012
Si 10.8584 7.324 12.8039 0.0015 0.0025 0.0012
Si 10.4016 15.113 25.2286 0.0029 0.0016 -0.0033
Si 9.9322 6.4737 17.4693 0.0033 0.0013 -0.0003
Si 10.4123 8.6808 21.9391 -0.0017 0.0012 -0.0004
Si 19.8618 17.188 22.4581 0.0002 0.0008 -0.0015
Si -2.3278 8.1152 24.8003 0.0007 -0.001 -0.0011
Si -8.5626 10.1909 13.9887 0.0011 0.0018 -0.0002
Si 14.1862 11.0695 13.803 -0.0006 -0.0008 -0.0024
Si 13.2206 5.5594 23.6026 -0.0002 0.0012 -0.0031
Si 13.9924 -0.6973 22.4961 -0.002 -0.0004 0.0004
Si 8.4247 4.3202 24.1077 0.0003 0.0008 -0.0031
Si 6.2406 2.1293 21.207 0.0013 0.0006 -0.0003
Si 15.4755 9.4917 9.6107 0.0013 0.0075 0.0152
Si 6.0359 7.9269 23.514 -0.0014 0.0007 -0.0025
Si -3.5127 3.1181 14.4082 -0.0005 -0.0004 0.001
Si 15.914 7.1946 12.2379 0.0135 0.0128 0.0144
Si 18.8347 0.8316 17.9403 0.002 -0.0001 0.0017
Si 8.6891 0.5948 21.3098 0.0013 -0.0001 0.0001
Si 17.0983 16.4787 14.5155 -0.0026 -0.0032 -0.0028
Si 12.1947 13.9765 18.0487 -0.002 -0.0028 -0.0021
Si 6.8246 -0.1806 11.8331 -0.0006 -0.0006 -0.009
Si 20.1189 7.2125 21.0728 -0.0015 0.0007 0.0012
Si 18.087 16.4306 17.2573 -0.0031 0.0042 0.0012
Si 4.1264 -7.7073 15.2224 0.0046 0.0021 -0.0019
Si 11.2132 2.0395 29.6917 0.0098 0.0059 -0.0103
Si 16.9751 20.0216 20.7053 -0.0002 0.0005 0.0003
Si 13.8915 15.4689 19.361 0.0044 0.0051 -0.0015
Si -6.1545 9.2379 18.9731 0.0025 0.0002 0.0016
Si 6.282 8.3295 18.4882 -0.0009 0.0013 0.0025
Si 27.2524 10.9826 18.4429 0.005 -0.0036 0.0104
Si 19.6701 22.2187 17.7336 -0.0022 0.001 -0.0009
Si 16.427 0.0792 27.223 0.0012 0.0051 0.0004
Si 15.7324 24.4208 24.7229 0.0005 -0.0018 0.0003
Si 31.8606 18.5883 27.5418 -0.0009 0.0011 0.0015
Si 11.582 10.2435 12.1239 -0.001 0.0035 -0.001
O 10.3691 5.3601 18.5996 -0.0036 -0.0006 0.002
O 8.2128 2.5928 14.0572 -0.0021 0.0007 -0.0001
O 28.4677 15.0349 10.9997 -0.0018 0.0001 -0.0004
O 9.8606 -4.9106 18.2153 0 -0.0005 -0.0009
O 5.5432 13.511 21.5199 -0.0005 0.0008 -0.0003
O -3.1762 6.3534 8.8003 -0.0128 0.0021 -0.0114
O 34.931 17.1214 16.6651 -0.0008 -0.0002 0
O 23.2723 8.9773 13.3997 0.0008 -0.0011 -0.0008
O -16.5117 -2.6647 15.1553 0.0015 0.0011 0.0079
O 15.5163 -1.6803 12.8364 0.0035 0.0037 0.0032
O 5.0479 10.6062 25.8192 0.0024 0.0004 -0.0016
O 20.525 3.6036 10.4598 -0.0044 0.0035 -0.004
O -10.8414 17.5165 24.0372 0.0001 0.0014 -0.001
O 2.7355 2.6116 11.5096 0.0011 0.0037 -0.0087
O 8.3886 -0.0765 11.331 -0.0005 -0.0007 0.0008
O 18.5739 7.3782 20.6514 0.0035 0 -0.0004
O 17.1582 30.4368 17.9158 0.0009 -0.0009 -0.0003
O 14.9519 3.7878 18.8003 -0.0029 -0.0049 -0.0002
O 23.9716 5.694 24.9773 0.0024 0.0011 0
O 18.2585 21.7508 14.808 -0.0001 -0.0011 0.0001
O 13.8389 6.3372 15.738 -0.0021 -0.0001 -0.0003
O 12.8636 4.8043 10.8672 -0.0041 0.0075 -0.0002
O 13.6248 7.4541 26.2203 0.0001 -0.0003 0.0006
O 16.4918 8.2549 19.5631 -0.0034 0.0004 -0.0018
O -10.5648 8.2035 22.3621 0.0007 -0.0004 -0.0003
O 22.1729 -1.4194 12.9094 0.0006 0 0.003
O -6.9497 6.132 20.4059 0.0011 -0.0003 0.0002
O 6.2818 12.7376 16.1414 -0.0034 0.0019 0.0002
O 15.9874 2.4959 22.9113 -0.0018 -0.0006 -0.0022
O -6.6924 0.2183 14.8015 -0.0004 -0.0005 0.0013
O 25.1682 33.7241 25.4668 -0.0003 -0.0002 -0.0007
O 9.6425 9.1946 20.5868 0.0007 0.0007 -0.0017
O 18.504 4.4539 14.1765 0.0013 0.0037 0.0023
O 10.8157 -7.056 26.273 0 -0.001 -0.0033
O -5.3269 26.8689 12.7551 -0.0002 0.0001 0.0002
O 19.3986 0.012 19.2516 -0.0002 0.0017 -0.0014
O -3.6101 10.0286 10.5132 -0.0003 -0.0015 -0.003
O 5.095 5.3169 26.6335 0 0.0013 -0.0023
O -15.7509 13.7549 16.1822 -0.0007 -0.0014 0.0013
O 28.475 23.2843 12.8732 -0.0015 -0.0023 -0.0032
O 30.3814 9.1327 17.6157 -0.0017 0.0046 -0.0013
O 5.9199 24.3775 23.4009 -0.0003 0.0004 0.0005
O 25.2266 10.7434 25.5387 -0.0046 0.0034 0.0013
O 26.3554 8.9496 12.8128 0 -0.0026 0.0005
O 10.5511 3.5596 10.4366 -0.0027 0.0017 -0.0031
O 9.3247 6.8371 13.1125 -0.0004 0.0001 0.0004
O 25.3476 7.1745 22.3304 -0.0005 0.0006 -0.0008
O 1.8655 2.8952 15.9717 0.0006 0.002 -0.0001
O 7.8228 3.6702 9.9998 -0.0056 0.0044 -0.0056
O 18.4702 11.3091 21.3597 -0.0004 0.0012 -0.0002
O 31.494 12.9924 25.5635 -0.0008 -0.0006 0.0002
O 17.4685 13.4513 13.0498 0.0015 -0.0028 -0.0003
O 20.9698 -1.7194 20.71 0.0002 0.0005 0.0003
O 1.6922 -6.7125 11.9942 -0.002 0.0058 -0.0088
O -4.79 -10.5584 14.9947 0.0016 0.0009 -0.0006
O -9.7647 15.5381 26.7505 0.0013 -0.0008 0.0002
O 12.4612 12.6842 22.3852 0.0008 0.0019 -0.001
O 19.1337 32.2902 15.514 -0.0009 -0.0017 -0.0003
O 21.1576 7.5919 19.8627 0.0022 0.002 -0.0036
O 13.1 17.8292 27.3102 0.0005 -0.001 0.0005
O -2.6262 10.7092 17.2022 0.0034 0.002 -0.0001
O 22.7021 20.0538 22.6526 -0.0002 0.0009 -0.0002
O -7.1806 17.689 22.5914 0.0014 0.0011 0.0011
O -3.0687 19.7659 23.9192 0.0014 -0.0012 -0.0012
O 11.5575 22.8971 28.5 -0.0106 0 0.0057
O 16.7454 24.1782 23.4506 0 0.0007 -0.0011
O 21.2175 15.0176 15.1592 -0.0018 -0.0001 0.0015
O 1.016 7.1329 15.8108 0.0013 -0.0005 -0.0019
O 10.2187 23.286 18.2777 0.0035 0.0018 0.0008
O 27.5191 -4.0802 21.8075 0.0053 0.007 -0.0079
O 11.2926 15.9455 26.3727 -0.0014 -0.0021 -0.0035
O 2.3755 23.318 11.3916 0.0031 -0.0015 0.0072
O -17.5627 15.1257 14.5647 -0.0001 0.0002 0.0003
O 34.7093 13.4657 14.9735 -0.0018 -0.0002 -0.0025
O 18.2435 -10.5655 24.5328 -0.0006 0.002 -0.0004
O -4.0592 14.1138 24.4023 -0.0002 0.0009 -0.0036
O 33.9316 -10.4188 18.3153 0.0007 -0.001 -0.0004
O 20.9056 9.5339 14.2882 -0.0005 -0.0001 0.0003
O -5.4739 13.4178 22.2457 0.0068 0.0023 0.0033
O -1.719 12.567 14.2719 -0.0015 0.0066 0.0048
O 14.2425 -1.1071 24.0699 0.0005 0.0002 -0.001
O 16.3375 7.6037 22.1505 0.0007 -0.0002 0.0021
O 22.5967 16.2785 24.565 0.0007 -0.0022 -0.0001
O 9.3709 -2.4447 9.6152 -0.0026 -0.0015 -0.0017
O 11.1808 6.6251 16.4172 -0.0014 0.0011 0.0016
O 1.6202 -3.8981 9.4436 0.0178 -0.0038 -0.0034
O 3.6645 23.0423 19.0368 0.0003 0.0001 -0.0009
O 11.6814 3.5617 12.8681 -0.001 0.0008 0.002
O -8.7445 32.8217 17.3938 0.0001 -0.0005 -0.001
O 6.3698 14.0396 12.6397 0.0005 0.0009 0.0018
O 26.3077 13.3241 10.3595 0.001 -0.0004 -0.0003
O 16.8481 7.1765 24.6819 0.0009 -0.0025 0.0001
O 6.6958 9.2266 24.2282 0.0012 0.0021 0.0008
O 17.3577 0.0965 17.5973 -0.0016 -0.0003 -0.0007
O 18.9609 24.0547 13.841 0.0002 0.0016 -0.0002
O 19.7092 10.4296 16.4277 0.0005 -0.0001 0.0006
O 14.5337 -4.3248 23.9807 0.0011 -0.0002 -0.0006
O 0.3977 10.3544 25.7845 0.0013 0.0027 0.0026
O 23.1242 -3.567 18.7908 -0.0019 -0.0011 -0.0008
O 11.9132 15.2771 22.1303 -0.0036 -0.0002 -0.0016
O 25.271 3.4534 24.2182 0.0008 0.0007 0.0011
O 7.6759 -2.0789 15.3395 -0.0002 -0.0004 -0.0003
O 20.8649 14.1704 24.6365 0.0023 0.0006 0
O 6.6164 -6.28 13.2093 0.0004 -0.002 0.003
O 15.8519 17.5103 14.8558 0.0025 0.0016 0.0005
O 28.2375 4.5041 24.755 0.0007 0.0008 -0.0008
O 27.3714 6.7155 13.8909 0.0011 0.0002 -0.0005
O 7.8147 -0.7453 21.6505 -0.0003 0.0003 0

Results
free energy: -253252.822 eV
free energy less fixed offsets of O -568.88, Si -635.61 eV per atom: 13.678 eV

The program warned: the cutoff lies below the one the program advises for these potential files; the forces do not sum to zero within the program's tolerance; the exchange-correlation potential is rough where the density is thin.
